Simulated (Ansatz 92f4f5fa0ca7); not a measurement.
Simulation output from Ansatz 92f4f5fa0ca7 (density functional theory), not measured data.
Periodic cell of 223 atoms, Si133O90, from a study of silicon, its oxide and their interface. The atomic structure is a simulated model.
Doubt: the cutoff is far below the 930 eV that the study's wrapper takes by default for these files, so forces and energies are approximate.
This geometry differs little from another in the collection (a relaxation step or a small displacement).

Settings
functional: PBE
potential files: Ansatz PAW
basis: plane waves
wave-function cutoff: 580 eV
density cutoff ratio: 5
exchange-correlation grid ratio: 1
k mesh: 1 x 1 x 1, Gamma-centred
self-consistency stop: 5e-08 eV per atom in the density residual
occupations: fixed
spin: none
net charge: 0

Cell vectors (angstrom)
a	10.938	0	0
b	0	10.938	0
c	0	0	32.1128

Atoms: element, x, y, z (angstrom)
Si	0.4385	-0.5522	24.7086
Si	5.2968	0.2938	24.6633
Si	2.7865	2.2637	24.5809
Si	8.0642	2.8034	24.651
Si	-0.2374	5.6955	24.5325
Si	4.8052	5.9455	24.542
Si	2.6742	8.1866	24.9962
Si	8.2687	7.8155	24.5534
Si	1.3898	1.1423	26.0854
Si	6.8116	1.4012	26.0458
Si	3.8828	4.1058	25.77
Si	9.6586	4.0209	25.8743
Si	1.2461	6.7513	26.0827
Si	6.6811	6.7306	25.9152
Si	4.1973	9.5982	26.0223
Si	9.4778	9.486	25.8129
Si	2.8203	-0.0624	27.428
Si	8.2228	-0.0178	27.2919
Si	0.0478	2.6798	27.3112
Si	5.385	2.8281	27.2777
Si	2.6948	5.4248	27.3397
Si	8.2018	5.4085	27.2679
Si	-0.0829	8.2271	27.3341
Si	5.5228	8.193	27.3487
Si	4.1018	1.3673	28.6945
Si	9.5708	1.3673	28.6945
Si	1.3673	4.1018	28.6945
Si	6.8362	4.1018	28.6945
Si	4.1018	6.8362	28.6945
Si	9.5708	6.8362	28.6945
Si	1.3673	9.5708	28.6945
Si	6.8362	9.5708	28.6945
Si	0	0	30.0618
Si	5.469	0	30.0618
Si	2.7345	2.7345	30.0618
Si	8.2035	2.7345	30.0618
Si	0	5.469	30.0618
Si	5.469	5.469	30.0618
Si	2.7345	8.2035	30.0618
Si	8.2035	8.2035	30.0618
Si	1.3673	1.3673	31.429
Si	6.8362	1.3673	31.429
Si	4.1018	4.1018	31.429
Si	9.5708	4.1018	31.429
Si	1.3673	6.8362	31.429
Si	6.8362	6.8362	31.429
Si	4.1018	9.5708	31.429
Si	9.5708	9.5708	31.429
Si	2.7345	0	0.6835
Si	8.2035	0	0.6835
Si	0	2.7345	0.6835
Si	5.469	2.7345	0.6835
Si	2.7345	5.469	0.6835
Si	8.2035	5.469	0.6835
Si	0	8.2035	0.6835
Si	5.469	8.2035	0.6835
Si	4.1018	1.3673	2.0507
Si	9.5708	1.3673	2.0507
Si	1.3673	4.1018	2.0507
Si	6.8362	4.1018	2.0507
Si	4.1018	6.8362	2.0507
Si	9.5708	6.8362	2.0507
Si	1.3673	9.5708	2.0507
Si	6.8362	9.5708	2.0507
Si	0	0	3.418
Si	5.469	0	3.418
Si	2.7345	2.7345	3.418
Si	8.2035	2.7345	3.418
Si	0	5.469	3.418
Si	5.469	5.469	3.418
Si	2.7345	8.2035	3.418
Si	8.2035	8.2035	3.418
Si	1.3504	1.384	4.8151
Si	6.8298	1.3608	4.7443
Si	4.1025	4.11	4.8019
Si	9.539	4.148	4.777
Si	1.4539	6.7808	4.7717
Si	6.855	6.8545	4.8081
Si	4.064	9.637	4.7539
Si	9.5886	9.5674	4.8114
Si	2.7664	0.0871	6.2121
Si	8.1771	0.0272	6.145
Si	-0.0041	2.8153	6.1372
Si	5.5154	2.7702	6.1118
Si	2.8117	5.4539	6.2668
Si	8.2437	5.5376	6.2329
Si	0.176	8.2395	6.0819
Si	5.4906	8.3193	6.0692
Si	4.271	1.3747	7.5452
Si	9.3414	1.6314	7.3866
Si	1.1054	4.363	7.5535
Si	7.104	3.8466	7.4696
Si	4.1179	7.0674	7.461
Si	9.9488	6.7399	7.4006
Si	1.8289	9.2648	7.4694
Si	6.4504	9.9885	7.4463
O	9.5601	6.8412	24.2264
O	4.1405	1.3819	24.2045
O	8.1418	8.577	10.9508
O	3.7106	2.0948	8.9475
O	7.0673	4.102	24.2963
O	1.5619	9.2138	24.2672
O	6.2857	4.2969	8.8365
O	-0.7288	1.7982	11.0818
O	8.2355	2.7348	7.9575
O	6.8879	9.3373	8.8886
O	9.481	7.7491	8.6342
O	1.3259	9.853	8.9058
O	5.3655	0.2019	7.9536
O	0.0217	5.5466	7.9799
O	10.0379	0.8586	8.6662
O	5.0272	6.6204	8.7771
O	7.5218	8.0952	23.1061
O	8.4366	2.119	23.17
O	5.3182	5.4953	23.0182
O	1.8866	2.3069	23.1642
O	11.0638	0.247	23.298
O	0.2991	5.2168	23.0396
O	3.6973	7.1396	24.1595
O	6.1277	10.8067	23.3049
Si	7.8339	2.3459	21.6448
Si	6.6929	4.6679	22.8089
Si	0.4059	12.5356	14.4465
Si	8.9937	0.4369	15.7032
Si	7.6359	2.7283	14.1734
Si	9.9967	5.8278	12.2699
Si	2.8072	3.1103	9.8849
Si	5.1699	7.445	19.4737
Si	4.3988	9.0342	17.0954
Si	10.7298	2.6338	20.2687
Si	9.7029	0.5185	10.2225
Si	2.9346	11.6658	17.9384
Si	13.6468	8.0451	12.3836
Si	0.6802	7.1195	14.406
Si	9.7448	2.8183	12.2394
Si	19.3747	5.8146	20.673
Si	2.5563	12.0535	12.2185
Si	7.2307	9.8184	10.4101
Si	7.4858	5.1993	15.6092
Si	11.3718	5.2929	21.4093
Si	6.2471	-0.1675	21.6715
Si	11.0805	12.4436	17.3915
Si	3.2364	10.3344	20.726
Si	2.2656	6.6342	17.0957
Si	8.8082	7.368	10.0781
Si	7.3109	8.1783	21.487
Si	6.4789	4.9933	18.3951
Si	4.1639	5.2704	11.691
Si	3.8446	3.8015	17.2803
Si	1.1413	9.7742	10.5078
Si	-2.2455	7.3948	14.3384
Si	6.1305	5.7297	9.6105
Si	2.2871	7.3363	19.9421
Si	1.2328	1.0091	22.3588
Si	17.6512	9.499	14.9724
Si	5.0695	4.1228	14.4236
Si	4.9702	-0.5965	12.5936
O	9.6775	0.6918	17.163
O	4.1364	0.8075	12.4985
O	7.5161	4.9186	19.6612
O	3.2093	11.3977	19.5064
O	2.0289	10.8901	11.246
O	2.4504	-0.0021	22.0072
O	2.9409	8.1268	7.943
O	3.3071	-4.333	11.972
O	12.7125	1.1325	13.671
O	10.8532	2.5402	18.6371
O	11.5259	2.2205	15.9617
O	7.3753	4.602	17.1075
O	5.9997	5.3943	14.9156
O	5.6451	8.9322	16.0543
O	5.1427	14.9756	18.286
O	7.4592	8.4003	14.0257
O	2.8507	5.1152	17.3834
O	6.9148	1.1638	21.0292
O	1.8822	8.0285	13.7953
O	12.1247	6.5517	15.8576
O	6.0294	13.8027	14.0365
O	3.2484	2.3186	17.6642
O	14.7099	6.6755	19.7983
O	7.6399	6.3125	9.6748
O	10.0547	6.7619	10.94
O	1.4763	6.4968	21.0762
O	8.3838	7.437	20.5154
O	5.6756	5.6228	11.1785
O	-0.2039	2.7841	13.5267
O	10.2376	0.3659	14.6018
O	8.2438	2.3759	12.7091
O	25.272	7.7812	16.7216
O	0.435	1.3212	20.9778
O	8.3009	6.5919	15.7089
O	10.0044	16.4657	20.5619
O	-0.4341	10.128	10.7449
O	7.9865	1.639	15.3049
O	1.5416	7.1597	18.4833
O	7.9296	16.4852	22.212
O	8.3039	15.0595	14.7076
O	8.1108	11.1923	10.4192
O	5.9032	-0.8391	11.2843
O	14.6827	10.549	17.0285
O	-1.1411	4.3332	11.6869
O	15.8539	-2.0944	18.6503
O	7.3948	-1.1938	21.1645
O	4.1771	4.4644	13.1114
O	5.9021	-0.4741	13.9354
O	1.3414	11.3894	17.7027
O	3.9267	9.09	12.649
O	5.866	7.6071	20.941
O	3.5771	4.4476	10.4078
O	6.0028	6.5497	18.3957
O	12.4947	3.609	8.9578
O	13.445	8.9052	20.3666
O	8.6835	6.3468	13.0907
O	10.214	7.984	14.5589
O	4.1593	3.6757	15.6834
O	1.6596	8.386	11.1693
O	9.131	2.728	20.7046
O	15.7435	10.2647	21.1381
O	6.6057	3.4402	21.7635
O	0.3513	5.9463	13.2828
O	7.9912	-0.8292	15.7974
O	11.7386	3.8192	20.8091
O	13.2854	2.4554	11.3142

Results
free energy: -135734.135 eV
free energy less fixed offsets of O -568.88, Si -635.61 eV per atom: 1.195 eV

Forces (eV/angstrom), in the order of the atoms: element, x, y, z
Si	0.0227	-0.008	-0.0396
Si	0.0087	-0.0101	-0.0066
Si	0.0047	0.0065	-0.0109
Si	0.0039	-0.0076	-0.0009
Si	0.0114	-0.0123	0.0062
Si	-0.0189	0.0168	-0.0146
Si	-0.0051	0.008	0.0155
Si	-0.0073	0.0051	-0.0194
Si	-0.0085	0.0097	0.0128
Si	0.0012	-0.0021	0.0001
Si	0.0018	-0.0141	0.0038
Si	0.0038	0.0077	-0.0041
Si	-0.0017	-0.0012	-0.006
Si	0.0038	0.0029	0.0113
Si	-0.0044	-0.0039	-0.0051
Si	-0.0136	0.003	0.0108
Si	0.0036	-0.0032	0.0084
Si	0.0009	0.0026	0.0029
Si	0.0003	-0.0016	-0.0007
Si	-0.0026	0.0056	0.0022
Si	0.0018	0.0101	0.0083
Si	-0.0033	-0.0007	-0.0044
Si	0.0031	-0.0011	0.0111
Si	-0.0008	-0.0007	0.001
Si	0.2655	0.5208	0.2703
Si	0.0464	-0.0797	-0.1815
Si	-0.0641	-0.4036	0.2649
Si	-0.1811	0.0387	-0.1813
Si	-0.0164	-0.0731	-0.2006
Si	-0.4643	-0.1532	-0.0976
Si	-0.1688	-0.2869	0.1926
Si	0.3775	0.0457	0.1046
Si	0.0397	0.0351	0.0038
Si	0.1212	0.1721	-0.0284
Si	-0.0424	-0.0449	0.052
Si	-0.121	-0.1107	-0.0571
Si	-0.0683	-0.0714	-0.0614
Si	0.0689	0.0408	0.0004
Si	-0.1666	-0.1318	-0.0055
Si	-0.0581	-0.0564	0.0226
Si	0.0055	0.0003	-0.0096
Si	0.0229	-0.0643	0.0211
Si	0.0014	-0.0257	-0.0358
Si	-0.0043	0.0426	-0.0308
Si	0.0645	0.0008	0.003
Si	-0.027	0.0817	-0.0094
Si	-0.0058	0.0119	-0.0384
Si	0.0268	-0.0497	-0.0402
Si	-0.0268	0.0356	0.0293
Si	0.0028	0.01	0.0279
Si	0.0244	-0.0487	0.003
Si	-0.0412	0.047	0.0055
Si	-0.0114	-0.0117	0.035
Si	-0.0331	-0.0076	0.0259
Si	-0.0406	0.0415	-0.0019
Si	0.0518	-0.0858	0.0007
Si	0.0757	-0.0125	-0.0156
Si	0.0295	0.0479	0.0147
Si	-0.0576	-0.008	0.0128
Si	0.0439	-0.0446	0.0172
Si	0.0734	0.1698	-0.0078
Si	0.0978	0.079	0.0094
Si	-0.0049	-0.1128	0.0301
Si	-0.0399	0.0425	0.0172
Si	-0.0729	0.1119	0.1664
Si	-0.0674	0.061	-0.4258
Si	-0.021	-0.0475	0.1905
Si	-0.0265	0.121	-0.1287
Si	0.113	0.0244	-0.0604
Si	0.0176	0.159	0.2063
Si	0.111	0.0111	-0.1941
Si	0.2059	-0.0394	0.1119
Si	-0.0005	-0.0014	-0.0048
Si	-0.0098	0.0063	-0.0011
Si	-0.0019	0.0001	-0.01
Si	-0.0034	-0.0032	-0.0019
Si	0.0032	-0.0028	-0.0002
Si	-0.0032	-0.003	-0.005
Si	-0.005	0.0045	-0.0032
Si	-0.0026	-0.0015	0.0018
Si	0.0033	0.0016	0.0001
Si	0.0099	-0.0032	-0.0011
Si	-0.001	0.001	0.0004
Si	0.0092	-0.0046	0.0035
Si	-0.0045	0.0062	0.0029
Si	0.0038	0.0029	0.0043
Si	-0.0038	0.0028	-0.001
Si	0.0019	-0.0033	-0.0027
Si	-0.0052	0.0023	-0.0076
Si	0.0037	-0.0083	-0.0082
Si	0.0045	-0.0052	-0.002
Si	-0.0066	0.0038	-0.0008
Si	0.0016	-0.0037	-0.0019
Si	-0.0084	0.0084	-0.0062
Si	-0.0105	0.0099	0.015
Si	0.0086	-0.0073	0.0225
O	-0.0061	0.001	-0.0036
O	-0.0134	0.0097	0.0004
O	-0.0013	0.0006	0.0017
O	0.0014	-0.0031	-0.0031
O	0.0029	-0.0031	-0.0014
O	-0.0104	0.0099	0.0064
O	0.0028	-0.0031	-0.0046
O	-0.0003	0.0004	-0.0017
O	-0.0051	0.0074	0.0011
O	0.0004	-0.0011	-0.0103
O	-0.0019	-0.001	0.001
O	0.0011	0.0007	0.0009
O	0.0029	-0.0016	-0.0019
O	0.0061	-0.005	0.0032
O	0.0042	-0.0038	0.009
O	-0.0037	0.0013	-0.0008
O	0.0039	-0.003	0.0159
O	-0.004	0.006	0.004
O	0.0006	-0.0001	0.0041
O	0.0022	0.0014	0.0052
O	-0.005	-0.0015	0.0114
O	-0.0024	0.0007	0.0005
O	0.024	-0.0243	-0.0015
O	-0.0015	0.0008	0.0052
Si	-0.0018	0.0009	-0.0027
Si	0.0019	-0.0002	-0.0061
Si	-0.0007	0.0009	0.0029
Si	-0.0002	-0.0025	0.0002
Si	-0.0014	0.0021	0.003
Si	-0.0001	0.0006	0.0038
Si	0.0026	-0.0011	0.0024
Si	-0.0007	0.0005	-0.0024
Si	-0.0007	-0.0007	-0.0008
Si	0.0003	-0.0002	-0.0015
Si	0.0013	-0.003	0.002
Si	-0.0011	0.0005	-0.0017
Si	-0.0016	0.0024	0.0047
Si	0.0002	0.0011	0.0021
Si	0.0016	-0.0014	0.0018
Si	0.0001	-0.0003	-0.0014
Si	-0.0027	-0.0004	0.0011
Si	0.0003	0.0013	-0.0003
Si	0.0003	0.0001	0.0009
Si	-0.001	0	-0.0004
Si	0.0001	0.0001	0.0001
Si	0.0008	0.0004	-0.0015
Si	-0.0015	0.0004	-0.0006
Si	-0.0007	0	-0.0018
Si	0.0009	0.0019	-0.001
Si	-0.001	0.0034	-0.0027
Si	0.0004	0.0007	-0.0028
Si	-0.0027	0.0009	0.0027
Si	-0.0016	0.0006	-0.0014
Si	0.0003	0.002	-0.0018
Si	0.0009	-0.0002	0.0033
Si	0.0037	0.0018	-0.0007
Si	0.0001	0.0001	-0.0036
Si	-0.0027	-0.002	0.0021
Si	-0.0006	0.0001	0.0024
Si	-0.0008	-0.0004	0.0035
Si	-0.0007	-0.0016	0.0042
O	-0.0002	0.0004	0.0006
O	0.0012	-0.0002	-0.0018
O	-0.0022	-0.0009	0.0002
O	-0.0017	0.0014	-0.0008
O	-0.0076	-0.0048	-0.0023
O	0.0015	-0.002	-0.0016
O	-0.002	0.0003	-0.001
O	0.0004	-0.0016	-0.0038
O	0.0022	0.0013	-0.0023
O	-0.0007	-0.0006	0
O	-0.0011	0.0001	0.0003
O	-0.0007	0.0002	-0.0003
O	-0.0003	-0.0004	-0.0014
O	-0.0008	0.0003	-0.0001
O	-0.0009	-0.0003	0.0015
O	-0.0012	-0.0019	-0.0028
O	-0.0001	0.0007	0.0002
O	0.0004	0.0012	0.0001
O	-0.0009	-0.0008	-0.0013
O	-0.0001	0.0003	-0.0015
O	-0.0009	0.0001	-0.0024
O	-0.0003	0.0003	0.0001
O	-0.0013	0.0008	0.0008
O	-0.0033	-0.0019	-0.0009
O	0.0011	-0.0004	-0.0007
O	-0.001	0.0002	0.0003
O	-0.0002	-0.0002	0.0003
O	0.0011	0.0009	0.0015
O	0	0.0024	-0.0021
O	-0.0008	-0.0001	-0.0018
O	-0.0024	-0.0009	-0.0041
O	0.0001	0.0005	0.0004
O	-0.0014	-0.0002	-0.0012
O	-0.0008	-0.0005	-0.0019
O	-0.0009	0.0006	-0.0001
O	0.0038	0.0015	-0.0052
O	-0.0015	-0.0009	-0.0004
O	-0.0004	0.0007	0.0007
O	-0.0003	-0.0002	0.0004
O	-0.0007	-0.0001	-0.0017
O	0.0004	0	-0.0029
O	-0.0024	0.0012	-0.0016
O	-0.0005	0.0007	0
O	0.0001	-0.0006	-0.0041
O	-0.001	0.0009	-0.0001
O	-0.0014	-0.0005	0
O	0.0004	-0.0005	-0.0014
O	-0.0012	0.0009	-0.0028
O	-0.0021	0.0014	-0.0005
O	0.0015	0.0008	-0.0039
O	-0.0012	-0.0001	0.0002
O	-0.0006	-0.0002	-0.0004
O	-0.0004	0.0005	0.0006
O	-0.0043	0.0046	-0.0026
O	-0.0006	-0.0002	0.0002
O	-0.0014	-0.0005	-0.002
O	-0.0008	-0.0007	-0.0025
O	0.0003	0.0002	-0.0024
O	0	0.0029	-0.0054
O	-0.0011	0.0001	0.0017
O	0.0002	-0.0004	-0.0002
O	-0.0017	-0.0004	-0.0004
O	0.0001	-0.001	-0.0029
O	0.0018	0.0004	-0.0012
O	0	0.0003	0.0007
O	0.0001	-0.0018	0

The program warned: the cutoff lies below the one the program advises for these potential files; the forces do not sum to zero within the program's tolerance; the exchange-correlation potential is rough where the density is thin.
